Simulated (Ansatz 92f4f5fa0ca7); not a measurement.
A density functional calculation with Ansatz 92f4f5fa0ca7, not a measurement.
Periodic cell of 149 atoms, Si88O55N6, from a study of silicon, its oxide and their interface. The atomic structure is a simulated model.

Settings
functional: r2SCAN
potential files: Ansatz norm-conserving
basis: plane waves
wave-function cutoff: 1300 eV
density cutoff ratio: 4
exchange-correlation grid ratio: 1
k mesh: 2 x 2 x 1, shifted by 0.5 0.5 0.5 of a step
self-consistency stop: 5e-08 eV per atom in the density residual
occupations: Fermi-Dirac, 0.05 eV
spin: none
net charge: 0

Cell vectors (angstrom)
a  10.88  0  0
b  0  10.88  0
c  0  0  21.648

Atoms and the computed forces on them: element, x, y, z (angstrom), force x, y, z (eV/angstrom)
Si  0.8473  -0.074  -0.1458  -0.2904  -1.7981  -2.2239
Si  2.8372  3.3647  0.4735  2.1078  -0.9523  -0.3611
Si  1.2195  4.5943  -0.4338  -3.246  2.408  -1.9206
Si  2.6536  9.0126  -0.4831  -1.8925  0.0451  1.3932
Si  7.0847  0.7555  0.4966  -1.5429  -1.9503  -1.1031
Si  8.0131  3.0462  -0.3037  1.0496  -1.1034  3.1957
Si  6.1335  5.4921  -0.3879  0.4227  -0.6676  -2.134
Si  8.086  8.7096  -0.1754  1.1997  1.8292  -3.4816
Si  1.3664  1.7206  1.0062  2.2514  -1.3383  0.1937
Si  4.5314  4.5652  1.6974  -0.4976  -0.8461  -0.0415
Si  1.7269  7.0591  0.721  -1.7093  0.1337  -1.2134
Si  4.4756  9.683  1.9938  -1.3615  -1.525  -1.3809
Si  6.6321  1.1635  2.7959  0.396  0.9184  -0.448
Si  9.6282  4.1158  1.5915  -0.8335  0.3755  -0.542
Si  7.5613  6.8743  0.749  -0.6417  -2.4261  3.3763
Si  9.6556  10.2647  0.6812  -0.6049  0.0789  0.7724
Si  0.5424  2.8658  2.5995  -2.1856  0.0612  3.5046
Si  2.4707  0.0662  2.6872  -1.0616  0.4411  0.8435
Si  0.1875  8.5215  2.8064  1.6114  -3.5012  -0.4711
Si  2.8949  5.9204  2.6166  -1.8911  -1.2417  0.202
Si  6.6833  3.5387  1.9017  -0.859  -0.8271  1.6828
Si  9.7204  -0.6683  3.1753  -2.0509  1.2888  -0.1127
Si  5.9077  8.1841  2.9273  1.6979  -0.2954  -0.9625
Si  8.5  6.1227  2.7799  -0.6484  -2.3905  -1.0385
Si  1.8648  4.0775  4.1529  -0.4675  0.6646  0.3266
Si  4.5563  0.4483  3.5297  -0.1574  1.8993  1.2922
Si  2.7229  8.1027  3.5245  -0.5852  1.9374  0.0018
Si  4.6512  6.6304  3.9222  -0.368  1.4411  -0.1577
Si  7.1058  4.4051  4.0342  -0.0106  0.1515  0.1347
Si  10.4587  1.2728  4.5056  -0.6116  0.2623  -1.3096
Si  7.2776  9.3906  4.5096  1.083  -1.1327  -1.1326
Si  9.7224  7.0666  4.3925  0.6005  0.6885  0.5473
Si  0.0263  -0.3272  6.3101  0.2369  -1.9727  -0.2745
Si  3.1977  2.3242  5.7941  -0.02  1.0002  -0.3408
Si  0.0466  5.3802  5.4652  2.2114  0.4606  -0.9005
Si  1.8346  9.2048  5.5147  1.382  -1.403  0.5214
Si  5.5622  -0.4138  5.5327  -1.0235  0.5154  1.1893
Si  8.247  2.4004  4.9868  0.1215  0.2867  -0.5632
Si  5.0351  5.0027  5.2858  1.1908  -0.8436  1.4298
Si  7.8853  7.5192  5.9513  -0.6475  0.1111  -2.1378
Si  1.7634  1.7212  7.5354  -0.59  -0.1058  -0.5382
Si  4.0313  4.2631  7.3184  -0.9486  -0.6885  -0.2145
Si  1.4365  6.9503  6.7725  -0.5315  -0.2903  0.5476
Si  3.7097  9.2309  7.2332  0.4336  0.6705  -1.7953
Si  7.0331  1.2542  6.6435  -1.5051  0.6726  0.0533
Si  9.4479  4.1092  6.5548  -0.6501  -1.3137  1.374
Si  6.1192  6.203  7.0547  -0.9491  1.8452  -1.2786
Si  8.8156  8.8629  7.3769  2.569  0.1433  0.4299
Si  -0.5771  1.7279  6.9383  -0.447  1.0709  0.6484
Si  2.6909  -0.1701  8.5747  0.1727  0.7234  1.0164
Si  -0.1658  7.8269  8.2898  0.0341  -0.8  0.9105
Si  2.1733  5.1195  8.9571  0.6356  0.3819  -1.589
Si  6.0429  3.5297  8.3159  0.465  -0.6558  -2.493
Si  8.3553  0.0246  8.046  -0.1548  2.3931  1.3394
Si  4.9324  7.8993  8.7747  3.5626  -0.4187  -1.3682
Si  7.7735  5.0969  8.0545  0.5201  0.0816  -0.1379
Si  -0.0645  3.743  8.7641  -0.3408  -0.6312  0.7241
Si  1.8505  0.2202  12.2449  1.9922  -0.3506  2.6507
Si  1.0302  9.378  9.5191  -0.9268  1.3722  -2.9319
Si  3.8523  5.7309  10.705  -0.2112  0.004  0.4344
Si  5.1401  2.9474  10.2039  -0.5769  -0.3073  2.099
Si  7.5471  0.6474  10.6311  2.6315  1.1744  -1.8681
Si  6.5905  9.5229  10.7896  -3.7489  -0.5857  -1.5294
Si  9.8598  5.7901  9.6644  0.5953  1.5658  -2.772
Si  2.9445  2.0584  14.8334  -0.2534  -5.4577  -1.6364
Si  3.6186  0.3495  10.7776  0.1155  -3.2324  -1.4913
Si  -3.8849  7.3038  16.094  1.6142  -0.9516  -1.0497
Si  10.2886  -5.8656  14.9891  -6.8231  1.0536  2.385
Si  6.9682  5.1023  14.3155  2.7285  -4.3583  -2.5481
Si  1.9224  7.8051  12.1062  0.5085  0.7075  -2.9421
Si  1.2399  -3.9536  16.3539  -0.6942  -2.5849  7.5945
Si  6.9999  -3.0269  13.2617  -2.9622  -3.7241  4.3122
Si  5.3862  9.6778  15.1233  0.1367  2.4821  -5.7005
Si  9.1134  1.6065  18.7832  -4.6402  -2.2684  -2.3218
Si  5.7279  2.0073  14.7316  2.5318  -1.1195  1.322
Si  -0.3028  6.4317  12.5689  1.565  -2.8188  0.4458
Si  1.2124  8.8705  14.4822  -2.3126  9.3247  -0.8135
Si  5.3075  13.4022  20.4366  -3.2219  -0.2605  -0.0122
Si  5.4304  9.3248  17.819  -3.8207  -1.5293  -2.5326
Si  0.4189  11.25  19.1245  -0.7117  0.3776  3.2992
Si  -1.0305  7.6121  14.3782  -5.2928  -0.9421  2.4725
Si  -0.4026  1.0536  10.507  -2.413  0.9251  2.674
Si  6.1419  1.434  17.9581  -10.8198  -0.7415  -4.2761
Si  2.4311  8.9406  18.7263  -2.3558  0.0697  -2.7311
Si  7.0489  7.2596  18.9147  -0.0869  3.6482  2.2749
Si  11.6021  2.6537  18.7127  0.3556  -0.7969  -0.7626
Si  1.4875  14.9478  16.3488  3.9058  0.6661  -1.3843
Si  2.7158  10.3951  16.4272  0.5392  2.3899  -2.9691
O  3.7331  -1.1273  0.4854  1.8407  -0.2314  -0.2002
O  5.6617  1.0439  20.8847  3.0911  -1.2208  3.0908
O  -1.2791  0.0393  19.035  1.9083  2.1698  -0.8554
O  4.6484  5.5719  0.361  1.374  0.3391  -1.834
O  -2.8232  8.3361  19.7497  -0.9099  -1.2526  1.4733
N  6.0762  8.7433  16.3324  -0.4625  0.0402  1.1048
N  -0.3765  6.4726  15.9581  -0.1501  0.7269  -2.8624
O  1.4888  -2.9468  17.6849  0.1536  0.3856  0.7213
O  8.6353  2.2509  20.1225  1.0018  1.0795  0.0697
O  6.2708  6.1163  19.6575  -0.0976  -3.3737  3.5359
O  11.5403  3.6591  19.9259  0.4332  1.4973  1.2326
O  0.7209  12.0334  11.6725  -2.2111  0.5584  -2.5464
O  6.8647  9.652  0.224  -1.0106  3.2224  0.401
O  11.803  6.337  21.0351  3.2343  -2.4982  -0.1231
N  -2.8032  7.8725  14.6258  0.0965  -1.9871  0.7654
O  4.8405  10.0948  11.0163  2.0458  -0.198  0.0332
O  7.3192  -2.3137  11.949  0.3018  1.8219  -4.5045
O  6.4349  -2.1054  9.1617  -1.5191  0.4573  2.9016
O  2.0072  8.6326  10.5427  0.3279  -2.1871  2.5068
O  -0.0875  10.7785  9.4779  0.8583  -2.3977  0.6952
O  3.3877  6.5964  12.0328  -2.9173  1.8073  0.0593
O  2.0013  0.9274  13.6392  2.8418  4.5892  4.0902
O  6.705  2.0386  10.2259  -0.9981  -0.7245  2.4395
O  4.5282  4.2553  11.1277  0.7663  0.2882  -1.0388
O  9.0253  0.6727  11.4241  -0.04  0.7602  -1.9319
O  13.9688  1.1394  16.2846  -1.5996  1.7055  -0.8542
O  6.3093  11.0529  14.6147  -1.8469  1.3418  -0.2704
O  15.7534  6.8505  10.0042  -0.8059  -0.6265  0.2886
O  8.4068  6.3967  8.9841  -0.1692  -2.7877  0.8228
O  -0.0745  -5.8474  13.5805  3.2738  2.6215  -7.0569
O  1.8436  3.3067  17.7111  -1.635  -1.049  0.0138
O  3.7649  -0.6628  14.9583  2.2378  -3.2685  2.4779
O  -0.9761  5.6964  11.2537  0.0352  1.236  2.0421
O  -3.3166  1.4676  18.0239  12.4505  1.924  1.5636
O  2.1636  16.5372  16.894  -3.1009  -2.4243  -2.7241
O  12.7687  7.5685  15.1382  1.8606  2.6049  -4.76
N  12.2866  -1.3503  12.8332  2.0973  -5.8432  0.7059
O  5.971  -0.2217  18.2276  0.7002  4.5752  0.8118
O  15.2088  2.3434  13.9783  0.5348  -1.5363  0.4322
O  3.8925  1.8913  10.4873  2.2744  1.9889  0.1881
O  0.051  3.6966  15.529  2.438  -0.4741  3.755
O  2.6089  3.5566  15.1299  -2.9179  1.8369  2.3151
O  -0.7469  2.4414  9.7649  1.0016  1.5788  -0.6628
O  5.6641  -2.3088  13.8922  -0.0077  -0.4645  -0.8232
O  1.4074  10.5019  18.1728  2.1446  -3.039  -0.461
O  -2.2636  15.7838  14.565  0.8696  1.0109  0.9502
N  6.4708  3.6663  21.0252  -1.8456  2.4378  -1.3744
O  -11.445  9.1029  14.3067  3.2575  -0.8697  1.2909
O  20.9999  2.4913  17.9291  0.2803  1.3501  -0.2223
O  6.2836  -5.1082  15.5263  -0.3088  4.7841  3.8991
O  18.742  6.9272  17.6049  -1.6313  0.2053  -4.1506
O  -4.2649  5.9874  12.8961  1.3847  1.817  2.3213
O  1.2585  10.3139  15.4881  2.3128  -4.2701  1.5435
O  -0.1148  4.4629  22.1219  -0.4046  -0.0984  0.9831
O  5.0478  2.2919  18.8612  2.1836  -0.03  -1.7846
O  0.2261  7.3215  23.0624  0.2067  2.6549  2.4672
N  3.6222  9.5252  17.7141  1.1688  0.5173  -1.5632
O  14.5599  2.7614  20.8216  1.5591  0.8348  0.3424
O  5.7162  12.7497  16.3014  -0.1895  -0.5026  4.7391
O  6.6844  3.3767  14.6278  -0.9057  0.7472  -2.4295
O  5.6092  8.0625  18.6622  1.1764  -1.7463  2.2806

Results
free energy: -37568.298 eV
free energy less fixed offsets of N -289.75, O -463.61, Si -117.95 eV per atom: 48.352 eV
pressure: -2.60 GPa
stress xx, yy, zz, yz, xz, xy (GPa, positive in tension): 2.96, 3.6, 1.25, -0.02, 1.9, -0.55

The program warned: the forces do not sum to zero within the program's tolerance.
